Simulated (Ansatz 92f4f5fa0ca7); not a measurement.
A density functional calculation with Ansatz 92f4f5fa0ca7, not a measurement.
Periodic cell of 224 atoms, Si133O89H1N1, from a study of silicon, its oxide and their interface. The atomic structure is a simulated model.
Doubt: the cutoff is far below the 930 eV that the study's wrapper takes by default for these files, so forces and energies are approximate.

Settings
functional: PBE
potential files: Ansatz PAW
basis: plane waves
wave-function cutoff: 580 eV
density cutoff ratio: 5
exchange-correlation grid ratio: 1
k mesh: 1 x 1 x 1, Gamma-centred
self-consistency stop: 5e-08 eV per atom in the density residual
occupations: fixed
spin: none
net charge: 0

Cell vectors (angstrom)
a, 10.938, 0, 0
b, 0, 10.938, 0
c, 0, 0, 32.2904

Atoms and the computed forces on them: element, x, y, z (angstrom), force x, y, z (eV/angstrom)
Si, 0.1836, -0.1609, 24.8722, 0.0617, -0.0362, -0.1488
Si, 5.3807, 0.131, 24.7324, -0.1049, 0.1314, -0.0905
Si, 3.1169, 2.3627, 24.7844, 0.0123, -0.0241, -0.2084
Si, 8.0464, 3.0228, 24.7944, -0.0938, 0.1071, -0.0994
Si, -0.2362, 5.8187, 24.6599, -0.0266, 0.0202, -0.2105
Si, 5.8174, 5.2263, 25.0012, 0.0399, -0.0064, -0.1085
Si, 2.4332, 8.5674, 24.8064, 0.0113, 0.0213, -0.1394
Si, 8.5032, 8.0915, 24.8503, 0.0801, -0.0601, -0.1057
Si, 1.4352, 1.378, 26.1394, 0.0148, -0.0291, -0.0696
Si, 6.9104, 1.3597, 26.0781, -0.0327, 0.0274, -0.0795
Si, 4.1437, 4.0433, 26.1313, 0.0074, -0.0374, -0.0449
Si, 9.6448, 4.171, 26.0734, -0.0054, 0.0501, -0.0549
Si, 1.3754, 6.8651, 26.0696, -0.0007, 0.0219, -0.0776
Si, 6.943, 6.872, 26.2046, 0.0378, 0.0002, -0.0672
Si, 4.1382, 9.5785, 26.1043, -0.0365, -0.0022, -0.0556
Si, 9.6333, 9.5864, 26.2391, 0.02, -0.0257, -0.0851
Si, 2.7624, -0.0145, 27.5175, 0.0058, -0.01, 0.0107
Si, 8.212, 0.0049, 27.509, -0.022, -0.0076, 0.0326
Si, 0.0264, 2.7532, 27.4645, -0.026, -0.0325, 0.0155
Si, 5.5042, 2.6896, 27.5069, 0.0113, -0.0452, 0.0177
Si, 2.7392, 5.4542, 27.451, 0.0034, 0.0076, -0.0011
Si, 8.2665, 5.4596, 27.5328, 0.014, 0.0197, 0.0115
Si, 0.0372, 8.1702, 27.5387, -0.0221, -0.0039, 0.0356
Si, 5.4757, 8.1957, 27.4927, -0.0166, -0.0102, 0.027
Si, 4.1018, 1.3673, 28.8722, 0.1238, -0.0935, 0.1604
Si, 9.5708, 1.3673, 28.8722, 0.1241, 0.2038, -0.2023
Si, 1.3673, 4.1018, 28.8722, 0.032, 0.1234, -0.196
Si, 6.8362, 4.1018, 28.8722, 0.1488, -0.0865, -0.0511
Si, 4.1018, 6.8362, 28.8722, -0.0745, -0.1142, -0.2639
Si, 9.5708, 6.8362, 28.8722, 0.2495, -0.0534, 0.4257
Si, 1.3673, 9.5708, 28.8722, 0.23, -0.0787, 0.1686
Si, 6.8362, 9.5708, 28.8722, -0.1037, 0.0772, -0.069
Si, 0, 0, 30.2394, 0.0313, 0.028, -0.0406
Si, 5.469, 0, 30.2394, -0.0349, 0.0104, 0.0178
Si, 2.7345, 2.7345, 30.2394, 0.049, 0.035, -0.0521
Si, 8.2035, 2.7345, 30.2394, 0.0155, 0.0657, 0.0038
Si, 0, 5.469, 30.2394, 0.0075, 0.0917, 0.0299
Si, 5.469, 5.469, 30.2394, -0.0164, -0.0097, -0.0471
Si, 2.7345, 8.2035, 30.2394, -0.0461, 0.0502, 0.0215
Si, 8.2035, 8.2035, 30.2394, 0.0217, -0.0075, -0.0327
Si, 1.3673, 1.3673, 31.6067, 0.0054, -0.0149, -0.0168
Si, 6.8362, 1.3673, 31.6067, 0.0268, -0.034, -0.0292
Si, 4.1018, 4.1018, 31.6067, -0.0126, -0.0217, -0.0076
Si, 9.5708, 4.1018, 31.6067, -0.0052, -0.0314, -0.0294
Si, 1.3673, 6.8362, 31.6067, 0.0119, -0.0698, -0.0199
Si, 6.8362, 6.8362, 31.6067, 0.0076, 0.0032, -0.0125
Si, 4.1018, 9.5708, 31.6067, 0.0544, 0.0015, -0.0181
Si, 9.5708, 9.5708, 31.6067, -0.0054, 0.0146, -0.009
Si, 2.7345, 0, 0.6835, 0.0032, -0.0412, 0.0022
Si, 8.2035, 0, 0.6835, -0.0622, 0.0666, 0.0008
Si, 0, 2.7345, 0.6835, -0.0187, 0.0265, 0.0379
Si, 5.469, 2.7345, 0.6835, -0.0198, 0.0381, 0.0234
Si, 2.7345, 5.469, 0.6835, -0.041, 0.0747, 0.0018
Si, 8.2035, 5.469, 0.6835, 0.0586, -0.0177, 0.0029
Si, 0, 8.2035, 0.6835, 0.0417, -0.0105, 0.0226
Si, 5.469, 8.2035, 0.6835, -0.0196, 0.0033, 0.0493
Si, 4.1018, 1.3673, 2.0507, -0.0369, -0.0389, 0.0036
Si, 9.5708, 1.3673, 2.0507, -0.0253, -0.1175, 0.0302
Si, 1.3673, 4.1018, 2.0507, 0.1026, 0.0016, 0.0143
Si, 6.8362, 4.1018, 2.0507, -0.0144, -0.0338, 0.0131
Si, 4.1018, 6.8362, 2.0507, -0.0281, -0.1239, 0.0302
Si, 9.5708, 6.8362, 2.0507, -0.1136, -0.0709, -0.025
Si, 1.3673, 9.5708, 2.0507, -0.0321, 0.094, -0.0381
Si, 6.8362, 9.5708, 2.0507, 0.152, 0.0675, 0.012
Si, 0, 0, 3.418, 0.0044, -0.4383, -0.5419
Si, 5.469, 0, 3.418, -0.0857, 0.0531, 0.0117
Si, 2.7345, 2.7345, 3.418, -0.0234, 0.1951, -0.1642
Si, 8.2035, 2.7345, 3.418, -0.2688, 0.0662, 0.0146
Si, 0, 5.469, 3.418, -0.0006, 0.2141, 0.1485
Si, 5.469, 5.469, 3.418, -0.1494, 0.0733, 0.1571
Si, 2.7345, 8.2035, 3.418, -0.0565, -0.0186, 0.3107
Si, 8.2035, 8.2035, 3.418, 0.0619, -0.0465, -0.1741
Si, 1.3143, 1.3811, 4.7057, -0.0555, 0.0206, -0.0469
Si, 6.8182, 1.3627, 4.7969, -0.0217, 0.0341, 0.0112
Si, 4.0853, 4.0985, 4.8112, 0.0064, -0.0197, 0.0428
Si, 9.5054, 4.1566, 4.7676, -0.01, 0.0454, -0.0288
Si, 1.3471, 6.8555, 4.8419, -0.0087, 0.0019, -0.0382
Si, 6.7688, 6.9234, 4.7827, -0.0375, 0.0063, -0.0201
Si, 4.102, 9.5858, 4.8066, 0.0138, -0.0143, -0.0326
Si, 9.6628, 9.4778, 4.761, 0.0722, -0.0354, 0.0177
Si, 2.7054, 0.0658, 6.0483, -0.0596, 0.0317, 0.0971
Si, 8.2056, -0.1347, 5.9739, 0.0088, -0.0012, 0.0808
Si, -0.1546, 2.6632, 6.0264, 0.0667, -0.0669, 0.1317
Si, 5.4632, 2.725, 6.2328, -0.0185, 0.0796, 0.0393
Si, 2.6629, 5.459, 6.1969, 0.0416, -0.019, 0.0793
Si, 8.163, 5.5898, 6.1059, 0.0089, 0.0416, 0.0881
Si, 0.0476, 8.1907, 6.3453, 0.0219, 0.1305, 0.2797
Si, 5.4198, 8.2642, 6.2786, 0.0803, -0.02, 0.0893
Si, 3.7431, 1.6204, 7.4562, -0.0425, 0.0162, 0.207
Si, 9.6403, 1.0414, 7.3627, -0.1149, 0.0395, 0.2235
Si, 1.4214, 3.7556, 7.313, 0.0145, -0.1332, 0.1305
Si, 6.5519, 4.4836, 7.3901, -0.0018, -0.0391, 0.188
Si, 4.226, 6.6569, 7.5505, 0.0074, -0.007, 0.1253
Si, 9.2957, 7.0166, 7.6491, -0.0451, 0.0195, -0.0688
Si, 1.2152, 9.9939, 7.5472, -0.0487, 0.003, 0.2091
Si, 7.1629, 9.3755, 7.5111, -0.0115, -0.0071, 0.0959
O, 9.5342, 6.9293, 24.2802, 0.0116, 0.0021, 0.2365
O, 4.2511, 1.2575, 24.2979, -0.0229, 0.0248, 0.2385
O, 8.1853, 8.1918, 8.1439, -0.0053, -0.0473, -0.2317
O, 2.6523, 2.7959, 7.8576, -0.0383, 0.0283, -0.2457
O, 6.8724, 4.1151, 24.3428, -0.0132, 0.0192, 0.2688
O, 1.2923, 9.6747, 24.3203, 0.0333, -0.0358, 0.2402
O, 3.6827, 7.27, 9.0084, 0.0027, -0.0171, -0.1664
O, -0.0467, 0.0936, 7.8396, 0.0971, -0.0734, -0.1642
O, 5.3926, 5.546, 7.9255, 0.0463, -0.0358, -0.2164
O, 6.7873, 10.4308, 8.7554, -0.0539, -0.157, -0.1038
O, 9.6795, 6.0048, 8.9265, -0.0097, 0.036, -0.0748
N, 1.9301, 9.9178, 9.1802, -0.2111, -0.0379, -0.3318
O, 3.9583, 0.8763, 8.937, 0.0213, 0.1021, -0.2503
O, 0.4286, 3.9517, 8.6217, -0.0099, 0.0913, -0.0533
O, 8.8114, 1.3029, 8.7926, 0.1193, -0.0126, -0.1473
O, 0.2101, 10.2616, 11.3604, -0.0034, -0.0728, -0.1046
O, 8.0861, 8.9465, 23.4997, 0.0009, -0.0076, 0.0898
O, 8.7347, 2.5194, 23.3817, -0.0027, -0.0299, 0.0775
O, 5.1078, 6.133, 23.8278, -0.0216, -0.0215, 0.0832
O, 2.5149, 2.8266, 23.3395, 0.0354, 0.001, 0.1561
O, 10.3684, 0.4248, 23.5241, 0.0131, -0.0224, 0.1076
O, 0.2993, 5.3638, 23.1564, -0.0958, 0.026, 0.2804
O, 3.0135, 8.0381, 23.3689, -0.0225, 0.0559, 0.1989
O, 5.9472, 10.4706, 23.288, 0.0311, -0.0113, 0.1208
Si, 9.8585, 1.6518, 22.5761, 0.0096, -0.003, 0.0351
Si, 2.8994, 7.7088, 21.7882, -0.0465, -0.1079, -0.1748
Si, 4.7943, 10.0723, 15.4184, 0.0294, 0.0427, -0.0966
Si, 9.7637, 0.0015, 17.575, -0.0508, -0.0137, 0.02
Si, 4.2934, 0.2979, 12.6842, 0.018, -0.026, 0.0032
Si, 4.6267, 5.1731, 11.6123, 0.1726, 0.0578, 0.1452
Si, 7.5739, 0.6405, 9.6396, 0.1732, -0.0434, -0.0159
Si, 1.7695, 2.8719, 21.9074, 0.0727, 0.0641, -0.1722
Si, 6.0908, 2.6365, 19.1776, -0.0678, 0.0432, 0.015
Si, 6.0965, 7.667, 18.3639, -0.0281, -0.0499, 0.1124
Si, 6.7345, 3.4805, 10.2139, -0.0279, 0.0844, 0.1888
Si, 3.2824, 12.6098, 19.4575, 0.094, 0.0471, 0.042
Si, 2.5716, 6.8475, 10.144, 0.0937, -0.042, 0.238
Si, 5.4078, 15.0755, 14.3249, 0.0223, 0.0172, -0.0504
Si, 10.8781, -2.824, 17.55, -0.0344, -0.0469, 0.0176
Si, 13.3826, -1.7417, 16.8954, 0.008, 0.0257, 0.1213
Si, 8.0322, 11.3836, 20.2841, -0.0832, 0.1234, -0.1106
Si, 2.8733, 11.1639, 9.9645, 0.0696, 0.0706, 0.0928
Si, 6.6761, 7.2462, 12.6956, -0.0083, -0.0471, 0.0343
Si, 9.7531, 6.0487, 19.4535, -0.0535, -0.0243, 0.0117
Si, -4.0425, -1.5404, 22.4816, 0.0013, -0.0412, -0.0074
Si, 6.0381, 6.5794, 15.6235, -0.027, -0.0819, -0.0846
Si, 12.4256, 12.1675, 16.8133, 0.0916, -0.0019, -0.0184
Si, 7.2544, 10.351, 12.3244, -0.0885, -0.0827, 0.0718
Si, 10.9987, 5.2418, 9.5366, 0.0268, -0.0906, 0.0554
Si, 5.407, 6.5571, 22.297, -0.02, -0.14, -0.1433
Si, 6.9405, 5.4516, 20.201, -0.0306, -0.0447, -0.0843
Si, 1.9817, 2.0209, 13.8138, -0.0771, -0.1003, -0.0502
Si, 5.7722, 1.7827, 16.1415, 0.0154, 0.0737, 0.0637
Si, 0.892, 9.1579, 10.3489, -0.0282, 0.0563, 0.3088
Si, 0.6108, 0.8716, 11.6851, 0.001, 0.0234, 0.0526
Si, -2.8258, 4.646, 12.7911, 0.0176, 0.0408, 0.1254
Si, 0.8489, 5.545, 21.6232, 0.1415, -0.0154, -0.1493
Si, 3.909, -1.3719, 19.541, 0.0156, 0.0488, -0.0579
Si, 19.478, 6.7239, 17.0969, -0.0436, -0.0868, -0.0182
Si, 7.6965, 10.7364, 15.207, 0.0352, 0.0438, -0.094
Si, -0.1112, 3.5938, 12.2619, -0.0649, -0.168, 0.1784
O, 10.6813, 7.3163, 18.9778, 0.0169, 0.0322, -0.0758
O, 1.7968, 1.3048, 10.6201, 0.0673, -0.0736, -0.1026
O, 18.5254, 6.131, 15.9386, 0.0179, 0.0369, 0.039
O, 1.841, 13.0432, 15.4518, -0.0155, 0.0058, 0.0773
O, 8.926, 10.5228, 16.232, 0.0208, -0.0018, -0.002
O, 0.1916, 2.5564, 22.1398, -0.0948, -0.0071, 0.0442
O, 1.9092, 8.0571, 11.0496, -0.0235, -0.0808, -0.1137
O, -5.6799, 4.0908, 10.5657, -0.0269, -0.0473, -0.0549
O, 6.7447, 1.4111, 20.0263, 0.0633, -0.0731, 0.0462
O, 12.299, -2.9524, 16.7487, -0.0208, 0.028, 0.0156
O, 5.4341, 7.3317, 16.9208, 0.0023, 0.0215, -0.0629
O, -0.4817, 13.0413, 11.6262, 0.0509, -0.0016, -0.0299
O, 6.0418, 7.3741, 14.1988, -0.0006, 0.0137, 0.0487
O, 1.0791, 11.7082, 13.2572, 0.0337, 0.0266, -0.0283
O, 7.1507, 12.256, 15.4072, 0.0017, -0.0334, 0.0169
O, 5.6001, 6.4868, 11.7308, -0.0338, -0.0184, -0.0418
O, 4.1889, 10.1731, 13.9099, -0.018, -0.0235, 0.0561
O, 9.1767, 1.1153, 21.2119, 0.0786, 0.0385, 0.1093
O, -0.2728, 9.6586, 17.9876, 0.0346, -0.0126, -0.0139
O, 5.9208, 6.3594, 19.3085, -0.018, 0.025, 0.0073
O, 6.1903, 2.4159, 17.5663, 0.0121, -0.007, -0.0452
O, -0.2414, 5.1975, 20.4525, 0.0013, 0.0142, 0.0386
O, 7.7058, 7.8215, 18.0403, -0.0105, 0.0099, -0.033
O, 7.2888, 4.0054, 8.7833, -0.0011, 0.0423, -0.1675
O, 16.8672, 0.3912, 12.4623, -0.0089, 0.0269, -0.0013
O, 1.9785, 4.3995, 21.3762, -0.0278, -0.0444, 0.0838
O, 9.1472, 5.4832, 18.0147, 0.0598, 0.0326, 0.0251
O, 1.3278, 6.236, 9.3092, -0.0635, 0.003, -0.1318
O, -2.7482, -0.4165, 13.662, -0.0186, 0.0158, 0.0105
O, 9.7848, 7.5534, 16.4688, 0.0377, 0.0196, 0.0057
O, 6.6007, 1.86, 10.1041, -0.0735, -0.021, -0.0577
O, 8.0283, 6.2964, 12.7096, -0.0123, 0.0082, -0.0142
O, -3.9829, 3.9606, 19.5638, 0.0357, 0.0022, 0.0153
O, 10.8193, 1.235, 17.2453, -0.0001, 0.0098, -0.0052
O, 4.0515, 11.1766, 19.5776, -0.0083, -0.0407, -0.0014
O, 5.3624, 8.9456, 19.0641, -0.0312, -0.011, 0.0117
O, 8.0976, -0.1153, 11.007, -0.0216, 0.064, -0.1538
O, 15.4284, 2.7841, 19.5086, -0.0116, -0.0239, -0.0185
O, 6.927, -2.1882, 12.1306, 0.0177, 0.0568, -0.0068
O, 5.1112, 5.2745, 15.4427, 0.0242, 0.0314, 0.0326
O, -0.4181, 8.4341, 9.6811, -0.7627, 0.3778, 0.2095
O, 3.6857, -0.322, 11.2937, -0.0341, 0.0166, -0.0291
O, 6.3593, 5.3785, 21.7108, -0.0194, 0.0927, 0.0311
O, 1.2848, 3.383, 13.144, 0.0027, 0.0238, -0.0546
O, 7.4854, -0.8831, 21.0932, -0.0561, -0.0951, 0.138
O, 4.006, 6.5587, 21.4731, 0.0422, 0.0157, 0.0682
O, 15.9717, 2.7882, 15.1167, -0.0197, -0.0115, 0.0075
O, 6.9753, 4.1311, 13.8507, 0.0159, 0.0018, 0.0035
O, 13.7017, 9.1698, 18.4808, -0.0268, -0.0357, -0.0145
O, 3.4899, 12.6034, 13.1782, -0.0125, 0.0352, 0.0205
O, 6.063, 8.044, 22.1211, 0.0324, 0.0861, 0.0368
O, 4.7174, -10.4063, 16.2932, 0.0308, -0.0484, -0.0359
O, 3.3178, 9.0492, 20.965, -0.0178, -0.01, 0.0572
O, 7.8031, 3.9587, 11.3444, -0.0278, -0.0447, -0.112
O, 17.3497, -1.2144, 15.469, -0.0518, -0.017, 0.0332
O, 2.3861, 1.7736, 18.0821, -0.0741, 0.0065, -0.0288
O, 3.1779, 5.6999, 11.1291, -0.1293, 0.0921, -0.1292
O, 4.4415, 4.4217, 13.0494, -0.0121, -0.0214, -0.0412
O, -0.0183, 4.734, 11.0883, -0.0095, 0.1292, -0.188
O, 12.7958, -0.3052, 16.4187, -0.0252, -0.021, -0.019
O, 8.3823, 6.2129, 20.3365, 0.0463, 0.0231, 0.0003
O, 1.448, 7.0583, 21.4116, -0.0578, 0.0099, 0.0602
O, 8.7168, 11.177, 18.8079, 0.0385, -0.0004, 0.0046
O, 25.6795, -1.976, 16.0527, -0.0028, -0.022, -0.014
O, 2.3454, 1.8563, 20.7749, -0.049, -0.0142, 0.0749
O, -1.3353, 4.1302, 13.2291, -0.0117, 0.0013, -0.0482
H, -1.2875, 8.8323, 9.9507, 0.8629, -0.3213, -0.2393

Results
free energy: -135566.371 eV
free energy less fixed offsets of H -15.97, N -385.13, O -568.88, Si -635.61 eV per atom: 1.179 eV

The program warned: the cutoff lies below the one the program advises for these potential files; the exchange-correlation potential is rough where the density is thin.
